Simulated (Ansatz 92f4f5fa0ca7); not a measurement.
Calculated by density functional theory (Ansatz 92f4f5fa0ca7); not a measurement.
Periodic cell of 210 atoms, Si128O78As4, from a study of silicon, its oxide and their interface. The atomic structure is a simulated model.
Doubt: the cutoff is low for norm-conserving oxygen, so forces and energies are approximate.
Doubt: the program's own warning below bears on the result.

Settings
functional: HSE06
potential files: SPMS norm-conserving
basis: plane waves
wave-function cutoff: 800 eV
density cutoff ratio: 4
exchange-correlation grid ratio: 1
k mesh: 1 x 1 x 1, Gamma-centred
occupations: fixed
spin: none
net charge: 0

Cell vectors (angstrom)
a 10.938 0 0
b 0 10.938 0
c 0 0 31.2072

Atoms: element, x, y, z (angstrom)
Si 10.4286 0.5469 23.7455
Si 6.079 10.3363 23.8605
Si 2.2757 3.1342 23.7577
Si 8.61 2.3779 23.7903
Si 0.6409 4.999 23.8379
As 5.0471 5.8954 23.6073
As 3.1974 7.7165 23.6247
Si 7.7712 8.5254 23.8211
Si 1.299 1.4079 25.0524
Si 6.9102 1.2926 25.0508
Si 4.0762 4.1358 25.0004
Si 9.6721 4.0953 25.0163
Si 1.5237 6.7701 25.1223
Si 6.7447 6.8345 25.0992
Si 4.1745 9.4648 25.024
Si 9.5573 9.5996 24.9769
Si 2.7413 -0.025 26.3373
Si 8.2436 -0.0304 26.4666
Si 0.0021 2.7471 26.4818
Si 5.4851 2.7209 26.345
Si 2.7882 5.4112 26.5026
Si 8.2174 5.4488 26.3624
Si 0.0308 8.2003 26.346
Si 5.4712 8.199 26.4981
Si 4.1018 1.3673 27.7889
Si 9.5708 1.3673 27.7889
Si 1.3673 4.1018 27.7889
Si 6.8362 4.1018 27.7889
Si 4.1018 6.8362 27.7889
Si 9.5708 6.8362 27.7889
Si 1.3673 9.5708 27.7889
Si 6.8362 9.5708 27.7889
Si 0 0 29.1562
Si 5.469 0 29.1562
Si 2.7345 2.7345 29.1562
Si 8.2035 2.7345 29.1562
Si 0 5.469 29.1562
Si 5.469 5.469 29.1562
Si 2.7345 8.2035 29.1562
Si 8.2035 8.2035 29.1562
Si 1.3673 1.3673 30.5234
Si 6.8362 1.3673 30.5234
Si 4.1018 4.1018 30.5234
Si 9.5708 4.1018 30.5234
Si 1.3673 6.8362 30.5234
Si 6.8362 6.8362 30.5234
Si 4.1018 9.5708 30.5234
Si 9.5708 9.5708 30.5234
Si 2.7345 0 0.6835
Si 8.2035 0 0.6835
Si 0 2.7345 0.6835
Si 5.469 2.7345 0.6835
Si 2.7345 5.469 0.6835
Si 8.2035 5.469 0.6835
Si 0 8.2035 0.6835
Si 5.469 8.2035 0.6835
Si 4.1018 1.3673 2.0507
Si 9.5708 1.3673 2.0507
Si 1.3673 4.1018 2.0507
Si 6.8362 4.1018 2.0507
Si 4.1018 6.8362 2.0507
Si 9.5708 6.8362 2.0507
Si 1.3673 9.5708 2.0507
Si 6.8362 9.5708 2.0507
Si 0 0 3.418
Si 5.469 0 3.418
Si 2.7345 2.7345 3.418
Si 8.2035 2.7345 3.418
Si 0 5.469 3.418
Si 5.469 5.469 3.418
Si 2.7345 8.2035 3.418
Si 8.2035 8.2035 3.418
Si 1.3208 1.3962 4.8386
Si 6.7887 1.4062 4.7345
Si 4.0942 4.1345 4.8868
Si 9.5571 4.1111 4.7146
Si 1.39 6.8152 4.7054
Si 6.7902 6.861 4.8775
Si 4.0983 9.5745 4.7419
Si 9.5301 9.6165 4.8217
Si 2.7059 -0.042 6.1129
Si 8.1401 0.138 6.1517
Si -0.106 2.801 6.175
Si 5.4939 2.7067 6.2214
Si 2.6915 5.5626 6.2431
Si 8.1858 5.3721 6.1281
Si -0.0031 8.1437 6.0246
Si 5.4125 8.3129 6.2697
Si 4.465 0.8631 7.3883
As 9.1069 1.8363 7.6106
Si 0.8069 4.6463 7.3801
As 7.2635 3.6659 7.619
Si 3.5458 7.4445 7.4906
Si 10.0273 6.3389 7.2407
Si 1.6848 9.1242 7.3245
Si 6.304 10.2525 7.4071
O 3.9677 0.8269 8.9866
O 6.5925 10.3841 9.0609
O 0.8454 9.6552 8.6749
O 3.9767 7.1048 9.063
O 9.8023 6.7181 8.8342
O 0.999 4.5153 9.0301
O 7.9645 3.1594 22.413
O 0.135 11.0688 22.269
O 0.5001 5.6771 22.3132
O 2.5735 2.5265 22.2179
O 5.8914 -0.1455 22.2875
O 8.1296 7.8818 22.3128
Si 10.9916 9.2163 13.9723
Si 5.8961 8.1356 16.3948
Si 9.163 0.9565 19.1372
Si 3.2433 7.1165 17.5526
Si 2.2805 4.5803 18.9795
Si 0.7185 2.4301 14.5538
Si 7.1704 5.7686 11.5963
Si 8.6363 3.1619 20.9222
Si 5.5122 3.3511 12.013
Si 1.2544 3.6883 10.3988
Si 2.4606 0.761 18.288
Si 2.9564 9.3866 19.7153
Si 5.9711 3.5732 16.1339
Si 3.1229 2.2962 20.7061
Si 7.2877 5.9662 14.6283
Si 6.1768 1.2308 14.2973
Si 9.9799 4.8024 15.6339
Si 8.361 3.6496 18.0617
Si 10.7276 1.5114 11.7161
Si 4.0079 10.0027 14.6552
Si 3.609 1.5589 10.389
Si 6.8168 9.3894 10.3244
Si 5.1288 -0.1703 20.8672
Si 0.5535 9.6147 10.2646
Si 2.4758 10.086 12.2147
Si 8.9074 7.8886 20.8753
Si 7.2694 9.5693 18.8608
Si 8.4417 10.6962 12.8212
Si 3.062 5.3998 12.3916
Si 10.7579 5.2911 20.887
Si 9.1912 7.4471 10.1256
Si 1.4812 6.6326 14.8962
Si 4.7255 7.2285 10.5009
Si 2.9001 3.09 16.5037
Si 1.1637 10.6737 16.0324
Si 0.1028 10.3089 20.832
O 7.8548 8.2822 9.7311
O 10.0372 9.0448 20.9263
O 8.0899 4.0504 19.6433
O 4.8209 7.2522 17.216
O 11.021 9.5452 15.5816
O 9.3661 4.5832 17.1484
O 3.1946 1.6062 17.1107
O 4.1014 9.4593 20.8883
O 0.7489 1.993 12.9801
O 8.4859 1.5869 20.4953
O 3.2782 3.7788 20.0161
O 0.9446 5.1809 19.7023
O 3.1426 0.514 11.5796
O 2.3748 7.2369 16.1537
O 6.0272 2.2982 13.1104
O 8.4591 10.6015 18.4788
O 6.6616 9.0909 17.4433
O 5.0748 8.9849 15.2922
O 6.2134 10.4754 19.6991
O 3.6606 6.7316 11.6399
O 0.6349 7.684 13.9362
O 10.32 8.5267 10.673
O 10.389 3.4067 14.88
O 4.7474 0.483 14.4355
O 1.9654 9.1496 10.9789
O 9.4896 9.5368 13.3762
O 2.6722 10.2386 15.5568
O 4.4548 1.3381 20.7352
O 6.0386 6.2614 10.5285
O 2.0698 1.5762 19.6552
O 3.5253 10.5538 18.7079
O 4.9205 2.4484 10.789
O 0.5366 1.1005 15.4375
O 2.3748 2.5589 10.0932
O 4.3077 4.334 12.5553
O 6.3731 4.6787 15.0123
O 2.7346 8.1329 18.7259
O 8.8639 5.5684 14.7258
O 5.3595 8.7341 10.7441
O 6.8954 4.1552 11.622
O 6.9305 6.3959 13.0946
O 0.2248 0.2181 10.7717
O 6.8433 3.7824 17.4858
O 1.1893 -0.0381 17.6402
O 10.1548 3.7717 21.0874
O 6.3968 2.0675 15.6728
O 9.258 1.0908 12.304
O 7.8292 8.2695 19.6959
O 1.8782 3.7332 17.6231
O 1.8208 4.7187 11.5489
O 4.3661 3.7809 16.3637
O 2.154 3.0842 15.0417
O 1.5628 9.71 20.4672
O 7.5035 10.1193 11.6111
O 10.595 0.4289 19.6813
O 3.5803 9.4026 13.1919
O 10.8029 2.8775 10.7971
O 9.6265 6.4404 20.5565
O 6.9869 7.2072 15.6319
O 1.1113 10.2058 13.1706
O 7.4332 0.2181 14.027
O 0.3921 5.7035 15.674
O 9.1069 2.1731 18.0367
O 2.4801 5.8397 13.8628
O 8.6811 6.2606 11.1552
O 3.2042 5.7254 18.3491

Results
free energy: -60071.719 eV
free energy less fixed offsets of As -2657.37, O -447.96, Si -113.29 eV per atom: -0.239 eV
gap between the highest filled and lowest empty level on this k mesh: 1.498 eV

The program warned: the cutoff lies below the one the program advises for these potential files; the model core charge is not resolved on the grid; the forces do not sum to zero within the program's tolerance; the exchange-correlation potential is rough where the density is thin.
